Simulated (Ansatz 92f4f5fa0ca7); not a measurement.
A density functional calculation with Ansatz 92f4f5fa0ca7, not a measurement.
Periodic cell of 256 atoms, Si144O112, from a study of silicon, its oxide and their interface. The atomic structure is a simulated model.
Doubt: the cutoff is far below the 930 eV that the study's wrapper takes by default for these files, so forces and energies are approximate.

Settings
functional: PBE
potential files: Ansatz PAW
basis: plane waves
wave-function cutoff: 580 eV
density cutoff ratio: 5
exchange-correlation grid ratio: 1
k mesh: 1 x 1 x 1, Gamma-centred
self-consistency stop: 5e-08 eV per atom in the density residual
occupations: fixed
spin: none
net charge: 0

Cell vectors (angstrom)
a  10.938  0  0
b  0  10.938  0
c  -2.638  -4.898  36.4774

Atoms: element, x, y, z (angstrom)
Si  -1.5554  -5.9797  28.7341
Si  1.4145  -3.4013  28.8044
Si  -1.8205  -0.1763  28.8836
Si  1.9215  -9.3357  29.0703
Si  -6.2039  -6.7805  28.9479
Si  -3.8012  -3.7189  28.9033
Si  4.0247  -0.8036  29.3074
Si  -4.0503  -8.9895  29.2641
Si  0.0351  -4.8361  30.1369
Si  2.7303  -2.2932  30.4712
Si  0.0327  -10.2816  30.2289
Si  2.9597  -7.6604  30.3217
Si  -5.3017  -4.971  30.272
Si  -2.6595  -2.0567  30.1938
Si  5.57  0.4936  30.5008
Si  -2.5634  -7.551  30.3142
Si  -1.2727  -3.4837  31.6115
Si  1.3779  -0.7939  31.6725
Si  -1.2441  -8.9405  31.6823
Si  1.4538  -6.2309  31.5866
Si  4.2162  -3.6115  31.6898
Si  6.9684  -0.8522  31.7364
Si  4.2125  1.923  31.7558
Si  -3.9624  -6.2688  31.7066
Si  -2.638  -4.898  33.0591
Si  0.0965  -2.1635  33.0591
Si  -2.638  -10.367  33.0591
Si  0.0965  -7.6325  33.0591
Si  2.831  -4.898  33.0591
Si  5.5655  -2.1635  33.0591
Si  2.831  0.571  33.0591
Si  5.5655  -7.6325  33.0591
Si  1.3673  -1.3673  3.418
Si  4.1018  1.3673  3.418
Si  1.3673  4.1018  3.418
Si  4.1018  -4.1018  3.418
Si  6.8362  -1.3673  3.418
Si  -1.3673  1.3673  3.418
Si  6.8362  4.1018  3.418
Si  -1.3673  -4.1018  3.418
Si  2.718  0.0194  4.7776
Si  5.4655  2.7528  4.8
Si  2.75  5.4499  4.7423
Si  5.5016  -2.7642  4.788
Si  -2.7239  -0.0229  4.7349
Si  -0.0265  2.7737  4.7886
Si  8.1994  5.4822  4.8655
Si  -0.0202  -2.741  4.8118
Si  1.3927  1.4366  6.1353
Si  4.0903  4.1272  6.1693
Si  1.3936  -4.1404  6.0846
Si  4.0764  -1.3891  6.0739
Si  -4.0789  1.3414  6.0558
Si  -1.3945  4.0885  6.2513
Si  6.851  -4.0663  6.2886
Si  -1.4222  -1.3709  6.1646
Si  -0.2603  0.2875  7.3425
Si  2.5687  2.9737  7.5766
Si  0.3488  -5.7344  7.4515
Si  2.9171  -2.9517  7.4261
Si  5.6609  -0.2065  7.3331
Si  -2.5674  2.3942  7.5126
Si  5.1295  5.7695  7.5084
Si  -3.0116  -2.3723  7.6489
Si  -1.2708  -6.2653  34.4264
Si  1.4637  -3.5308  34.4264
Si  -1.2708  -11.7343  34.4264
Si  1.4637  -8.9998  34.4264
Si  4.1982  -6.2653  34.4264
Si  6.9327  -3.5308  34.4264
Si  4.1982  -0.7963  34.4264
Si  6.9327  1.9382  34.4264
Si  0.0965  -4.898  35.7936
Si  2.831  -2.1635  35.7936
Si  0.0965  -10.367  35.7936
Si  2.831  -7.6325  35.7936
Si  5.5655  -4.898  35.7936
Si  -2.638  -2.1635  35.7936
Si  5.5655  0.571  35.7936
Si  -2.638  -7.6325  35.7936
Si  1.3673  1.3673  0.6835
Si  4.1018  4.1018  0.6835
Si  1.3673  -4.1018  0.6835
Si  4.1018  -1.3673  0.6835
Si  6.8362  1.3673  0.6835
Si  -1.3673  4.1018  0.6835
Si  6.8362  -4.1018  0.6835
Si  9.5708  -1.3673  0.6835
Si  0  0  2.0507
Si  2.7345  2.7345  2.0507
Si  0  -5.469  2.0507
Si  2.7345  -2.7345  2.0507
Si  5.469  0  2.0507
Si  8.2035  2.7345  2.0507
Si  5.469  5.469  2.0507
Si  8.2035  -2.7345  2.0507
Si  -0.3976  0.2991  20.7265
Si  3.902  1.0987  9.6668
Si  1.6826  4.0659  17.5025
Si  2.8669  -2.7807  23.5858
Si  7.093  1.0185  17.4843
Si  0.4614  -1.8979  19.1966
Si  3.2324  -5.1205  26.781
Si  4.7975  -2.1459  13.7016
Si  0.8791  4.9042  12.7094
Si  5.4663  0.6101  12.3132
Si  -1.0913  -6.0813  25.5961
Si  -2.3944  0.977  12.2546
Si  0.7528  -0.1519  14.859
Si  1.5774  -1.063  9.5543
Si  5.0651  -4.7172  22.4672
Si  -3.4713  -6.5204  23.5932
Si  1.6903  -7.0988  24.6901
Si  5.8958  5.4227  10.4678
Si  -3.3052  -9.4874  20.5293
Si  1.2046  -2.7073  16.3712
Si  5.3259  4.9036  15.2858
Si  7.3613  4.0954  17.0661
Si  0.4391  -2.3522  21.8979
Si  -2.2454  0.1045  15.0018
Si  8.1969  -3.3226  10.641
Si  -1.1084  -5.9425  18.3546
Si  3.3739  -7.3069  22.1054
Si  -0.6658  -5.4387  10.215
Si  -3.4309  -4.585  18.9918
Si  7.7083  -2.4874  13.5412
Si  2.0892  -8.9275  19.7935
Si  4.2581  2.1197  14.6598
Si  -0.6152  -3.6284  14.0125
Si  3.6131  -4.561  17.4103
Si  -5.1788  -9.1686  22.9822
Si  3.9056  -4.8722  12.777
Si  0.0843  -1.0365  12.2376
Si  5.1314  -2.6171  26.8411
Si  4.5021  -0.41  16.3418
Si  5.1957  -3.0418  19.7471
Si  0.0754  -3.2839  24.6218
Si  1.4846  2.7788  14.6314
Si  2.1801  -9.7545  26.1732
Si  -2.493  -6.5601  20.816
Si  8.0068  3.3517  10.3306
Si  4.5138  -0.4281  24.8936
Si  3.3907  -0.7317  19.1748
Si  0.1119  -1.1963  26.7321
O  5.5782  5.04  8.9204
O  -2.2352  -3.5787  14.2403
O  4.9778  5.3335  13.7631
O  -2.5996  -6.3101  24.97
O  -2.6969  -4.8384  28.3793
O  0.4058  -0.3978  8.6663
O  2.0448  -2.5687  22.1877
O  3.7201  -3.2699  13.1658
O  -3.0369  -10.029  28.3957
O  -2.601  0.6657  16.4767
O  3.8631  0.9245  15.6809
O  2.9513  0.3253  28.7706
O  0.8113  -2.2028  27.8234
O  1.4076  4.0629  8.0588
O  -1.3584  1.3578  7.9972
O  5.4018  1.6083  13.6148
O  3.4635  -1.3089  23.9835
O  -2.2305  2.3464  11.4055
O  3.6649  0.5086  25.9431
O  -0.6355  -4.5288  25.3671
O  6.7455  2.6008  17.2886
O  -0.5002  -0.5771  19.3385
O  -2.3076  -6.5963  22.4298
O  2.9887  -5.9897  17.8751
O  0.327  -2.4969  17.7206
O  7.0378  0.4223  11.9098
O  5.9408  -0.0028  16.9741
O  -0.2894  -2.4137  12.9965
O  2.2156  -2.3507  8.7943
O  -0.3896  -3.1686  23.0538
O  0.038  -0.7523  21.9267
O  5.0125  0.5429  8.632
O  6.7171  -1.2929  7.9955
O  4.0471  -4.0098  8.0238
O  -3.5825  -10.1875  19.0773
O  -0.7882  -0.5855  15.1352
O  -1.2094  -0.5518  27.4096
O  -4.2466  -3.1761  19.0475
O  5.5004  0.5328  24.0203
O  3.2399  2.4499  9.0156
O  -0.1973  -5.0462  13.3919
O  4.1785  -3.8509  18.7591
O  0.9001  1.4055  15.2845
O  2.0185  -8.6731  24.9658
O  4.74  -4.8836  16.2779
O  -0.4303  -1.9696  25.415
O  0.7542  -9.5025  20.5395
O  0.5347  4.8636  11.1176
O  0.2138  -3.5142  15.3851
O  1.6201  -1.2664  15.6753
O  -4.4136  -3.2036  27.4425
O  1.6456  3.7922  15.8941
O  2.7013  -7.732  20.7009
O  -1.8991  -4.4838  18.3829
O  -2.4337  -2.6357  9.1952
O  1.8449  -8.8202  27.4831
O  -4.2028  -5.766  18.1429
O  4.4339  -1.7451  28.0263
O  4.8336  -0.8638  12.6751
O  0.4169  -5.9006  17.8648
O  4.5734  -1.5965  15.2208
O  -3.3494  -7.8663  20.3438
O  -4.4343  -9.8183  21.6718
O  5.3413  -3.6775  21.2435
O  0.887  -1.5281  10.9355
O  8.0023  -2.3292  11.9283
O  2.1409  -4.5323  27.8459
O  2.5193  -3.5935  16.6855
O  -3.33  -5.1905  20.5144
O  6.8314  -4.1885  10.4964
O  4.208  -6.1996  27.5052
O  0.0761  -2.9478  20.412
O  4.5251  -5.1609  11.287
O  -4.5494  -5.2864  23.2973
O  2.4208  5.4081  12.9046
O  2.8937  2.4759  13.8567
O  2.0013  -1.4807  19.5309
O  2.73  0.012  9.8748
O  6.754  4.1408  11.0461
O  0.6064  3.4623  13.4389
O  -0.1109  -4.8756  8.7959
O  -1.4474  -4.2474  10.9965
O  2.4561  -5.9783  25.6168
O  7.7347  -1.0697  14.3709
O  4.3172  -6.0148  21.8361
O  3.5765  -0.8904  17.5706
O  4.0557  -3.8942  23.4707
O  -4.2705  -7.9621  23.6497
O  4.6558  -1.498  19.8961
O  1.1265  -0.0554  26.1824
O  -1.1321  -6.5398  19.9016
O  1.7307  -3.3147  24.6677
O  1.6926  -8.2697  18.3455
O  0.065  -6.9512  24.8267
O  -1.084  -6.4666  27.1922
O  5.4482  -1.5428  25.6477
O  2.195  -6.877  23.1528
O  4.6738  3.4249  15.5193
O  3.2328  -10.0996  19.6108
O  4.631  1.3235  11.1103
O  7.5298  2.6656  8.9279
O  1.0743  -0.2077  13.2484
O  -1.7538  4.3577  9.8486
O  4.2886  -8.549  22.6399
O  -1.9552  4.0423  17.303
O  -2.2488  1.2955  13.8663
O  4.1561  -3.8333  26.3247
O  6.926  4.6767  15.5864
O  6.185  -2.9998  13.6935
O  -1.8355  -9.9643  21.0693
O  -5.1196  -7.9886  28.4176
O  -1.2123  -0.0952  11.8574

Results
free energy: -155244.894 eV
free energy less fixed offsets of O -568.88, Si -635.61 eV per atom: -2.494 eV

Forces (eV/angstrom), in the order of the atoms: element, x, y, z
Si  0.0639  0.0107  -0.3682
Si  0.0617  0.0286  0.0265
Si  -0.021  0.1536  -0.2733
Si  0.1665  -0.1484  -0.5235
Si  0.1122  -0.2016  -0.3054
Si  -0.0409  -0.1398  -0.3244
Si  -0.2678  -0.1258  -0.3067
Si  -0.0056  -0.081  -0.3905
Si  0.0713  -0.0269  -0.131
Si  -0.0096  -0.0021  -0.1241
Si  -0.0149  -0.0587  -0.0862
Si  0.0255  0.1492  -0.0991
Si  -0.0178  0.0059  -0.114
Si  0.0034  -0.0368  -0.1275
Si  -0.0404  0.1048  -0.1267
Si  0.0064  0.097  -0.1454
Si  -0.1468  -0.0064  -0.0041
Si  -0.0504  0.16  0.1182
Si  0.0139  -0.1333  0.075
Si  0.0555  -0.0218  -0.0328
Si  0.1864  -0.0608  0.014
Si  -0.0023  -0.0536  0.108
Si  -0.0819  -0.0797  0.1998
Si  -0.0389  0.1229  0.0955
Si  0.1849  0.407  -0.1596
Si  -0.3165  -0.0148  0.0095
Si  0.288  0.1491  -0.1178
Si  0.3355  0.3848  -0.1763
Si  -0.1414  -0.3529  -0.1384
Si  -0.0673  -0.4664  0.0601
Si  -0.4473  -0.1656  0.0163
Si  0.2652  0.0748  0.2139
Si  -0.2133  0.0136  0.1428
Si  0.034  0.1168  0.0563
Si  -0.1619  0.0124  -0.2428
Si  0.273  -0.0978  -0.1715
Si  -0.085  -0.1715  -0.2746
Si  0.1937  0.0217  -0.1381
Si  0.0467  0.2369  0.3123
Si  -0.1434  -0.1009  0.2843
Si  -0.0274  0.0084  -0.0273
Si  -0.0528  0.0094  -0.0944
Si  0.0287  -0.0114  -0.1186
Si  -0.031  0.0576  -0.0428
Si  -0.0028  -0.0313  -0.1344
Si  0.0292  -0.0176  -0.0154
Si  -0.0294  0.0144  -0.0373
Si  0.0222  0.0537  -0.0864
Si  -0.0142  0.0201  0.1979
Si  -0.0019  0.0121  0.113
Si  0.0175  -0.0073  0.135
Si  0.0256  -0.0382  0.2198
Si  -0.025  -0.0184  0.1677
Si  0.0757  -0.0557  0.2284
Si  -0.0201  0.0159  0.1481
Si  0.0363  0.0467  0.1163
Si  0.0032  0.0597  0.38
Si  -0.1063  0.0012  0.2662
Si  -0.0392  0.0272  0.205
Si  0.0366  0.0486  0.3257
Si  -0.0678  -0.0011  0.2602
Si  0.0473  -0.0741  0.2515
Si  -0.0091  0.0187  0.2489
Si  -0.0666  0.1074  0.4166
Si  0.1304  0.1409  -0.0435
Si  0.0134  0.0028  -0.0665
Si  0.0026  -0.0205  0.0217
Si  0.0559  -0.0021  -0.0085
Si  -0.0903  -0.0528  0.0048
Si  -0.021  -0.0131  0.0287
Si  -0.1028  -0.0754  -0.055
Si  -0.0085  0.0264  -0.0135
Si  -0.0299  -0.0207  -0.0208
Si  0.0102  -0.0065  -0.0169
Si  -0.0176  0.0052  -0.0215
Si  0.052  -0.0483  0.0014
Si  0.0241  0.0123  -0.0246
Si  -0.0458  0.0331  -0.003
Si  0.0125  0.019  -0.0273
Si  0.0126  -0.0177  -0.0316
Si  0.0478  -0.0135  0.0029
Si  0.025  0.0213  0.0278
Si  -0.0181  0.0011  0.0201
Si  -0.0063  0.0565  0.0126
Si  -0.0221  -0.013  0.0246
Si  -0.0097  -0.0085  0.0191
Si  -0.0091  -0.0315  0.0139
Si  -0.0191  -0.0029  0.0191
Si  0.0014  0.0349  -0.0189
Si  -0.0567  -0.0345  -0.0029
Si  0.0258  -0.0145  0.0159
Si  0.0337  -0.0037  0.0407
Si  0.01  -0.0382  0.024
Si  0.0349  0.0033  0.0407
Si  0.0123  0.0513  -0.012
Si  -0.0437  -0.0173  -0.003
Si  0.0674  -0.1522  0.1703
Si  0.1041  -0.0177  -0.0277
Si  0.0276  0.0049  -0.1426
Si  -0.0123  0.0726  0.1005
Si  0.0993  0.0047  -0.162
Si  0.0139  -0.0257  0.1219
Si  -0.2125  -0.045  -0.1791
Si  0.0227  0.0069  -0.1969
Si  0.0229  0.1229  0.0679
Si  0.1561  -0.1515  0.1398
Si  0.0818  0.1324  -0.3744
Si  -0.0283  -0.0778  0.0225
Si  -0.0643  -0.0014  -0.2774
Si  -0.1088  -0.0939  -0.163
Si  -0.09  -0.0854  0.192
Si  -0.0553  -0.0795  0.0673
Si  -0.0699  -0.1395  -0.099
Si  -0.0051  0.1537  0.2817
Si  -0.0532  0.1378  0.2294
Si  -0.0757  0.0392  -0.2656
Si  -0.0291  0.0107  -0.2668
Si  0.0049  0.0645  -0.0778
Si  0.0835  -0.1637  0.2901
Si  -0.0491  -0.0467  -0.277
Si  -0.1767  -0.1224  0.2339
Si  -0.0647  -0.0824  0.0836
Si  0.0254  0.0287  0.273
Si  -0.0547  -0.1112  0.2885
Si  -0.0412  -0.0724  0.0903
Si  0.0511  0.0032  0.0462
Si  0.0241  0.1164  0.1726
Si  0.0644  -0.0315  -0.2389
Si  -0.0825  0.0147  -0.2174
Si  -0.0152  -0.0288  -0.0758
Si  -0.0698  0.0792  0.2748
Si  -0.0234  0.044  -0.0155
Si  -0.1368  0.0991  0.1543
Si  0.0716  0.3516  0.0137
Si  0.014  -0.0089  -0.3
Si  -0.0195  -0.1179  0.1934
Si  0.0382  -0.0942  -0.0563
Si  -0.0023  -0.0052  -0.2258
Si  0.1694  -0.0387  -0.3304
Si  -0.0639  -0.0616  0.2083
Si  0.1975  0.0395  0.3178
Si  -0.1865  0.058  -0.1485
Si  -0.0535  -0.035  0.0138
Si  0.0019  -0.0039  -0.2591
O  -0.0972  0.0529  -0.3792
O  0.0294  0.0274  -0.0069
O  0.0765  -0.0134  0.0997
O  0.0022  -0.0035  0.0484
O  0.0096  0.081  0.3505
O  0.0134  -0.0279  -0.0774
O  -0.1125  0.021  -0.0967
O  0.0291  -0.0263  0.0196
O  0.2633  -0.1771  0.6187
O  -0.0843  0.0297  0.2076
O  -0.0215  -0.0426  0.1554
O  -0.2095  0.1947  0.3615
O  0.0553  -0.2552  0.2131
O  0.0013  0.0576  -0.4395
O  0.0523  -0.0863  -0.5219
O  -0.0223  0.0372  0.0505
O  0.0314  0.01  0.0335
O  -0.0696  0.0998  -0.1578
O  -0.0128  0.0199  0.0706
O  -0.0231  -0.0252  0.0838
O  -0.0292  -0.0155  0.0455
O  -0.0223  0.0056  -0.0923
O  0.0354  0.0024  -0.1346
O  0.0075  0.0001  0.0409
O  -0.0584  -0.0198  0.0734
O  -0.0544  0.0088  -0.0289
O  0.0134  0.0164  0.1021
O  0.0249  0.0919  -0.0514
O  0.0008  0.014  -0.1558
O  0.0276  0.0615  -0.0901
O  -0.0546  0.1266  -0.1365
O  0.0252  0.016  -0.0863
O  0.0725  -0.0246  -0.4252
O  0.0591  -0.128  -0.4735
O  -0.015  -0.0704  -0.0673
O  0.0546  -0.002  0.1579
O  -0.0804  -0.0151  0.1587
O  0.0116  0.0345  -0.0376
O  0.0358  0.0076  -0.0339
O  -0.0714  0.0432  -0.2822
O  -0.0041  -0.0782  0.0581
O  -0.0055  0.0181  -0.0011
O  -0.0102  -0.0068  0.0917
O  0.0182  -0.0603  0.1028
O  -0.0074  0.0295  0.1232
O  0.0079  0.0932  0.1506
O  -0.0035  0.0295  -0.0346
O  -0.0729  0.052  -0.0813
O  0.1038  0.0012  0.2249
O  0.0471  -0.0421  0.116
O  0.0839  -0.0839  0.3261
O  -0.0115  0.0636  0.1827
O  -0.0974  -0.1119  -0.2246
O  -0.003  -0.0245  0.0086
O  -0.0224  0.0688  -0.5384
O  -0.0894  0.0813  0.5037
O  -0.0259  0.0272  -0.0246
O  0.0466  0.0178  0.0633
O  -0.0417  0.0421  -0.0241
O  -0.0164  0.0293  0.0257
O  -0.0524  0.0603  0.2129
O  0.0227  -0.0346  -0.0877
O  0.1156  -0.0578  -0.222
O  0.0371  0.0938  -0.244
O  0.1264  -0.0591  -0.1894
O  0.0278  -0.0239  -0.1252
O  -0.0203  0.0101  0.0896
O  0.0444  -0.0056  0.0615
O  0.0329  0.096  -0.1364
O  -0.0008  0.0459  -0.019
O  0.0258  -0.0148  0.1081
O  -0.0049  0.1206  -0.1857
O  0.0542  -0.0616  -0.0638
O  0.0119  0.011  -0.004
O  -0.0175  -0.0299  -0.0188
O  -0.0069  0.0019  0.1016
O  0.0572  0.0033  -0.0345
O  0.0284  0.0115  0.1168
O  -0.0053  -0.0522  -0.0527
O  0.0272  -0.0158  0.058
O  0.0957  -0.0734  -0.319
O  0.0874  0.0058  -0.0212
O  0.2392  0.1542  0.2194
O  0.0438  0.0206  0.0728
O  0.0228  0.0587  -0.0821
O  -0.0235  -0.0164  0.0494
O  0.098  -0.0654  -0.0763
O  0.0521  0.033  -0.0426
O  0.0262  0.0436  -0.0315
O  -0.0983  -0.0375  0.0664
O  0.0547  0.0408  -0.1114
O  -0.028  -0.0034  0.0228
O  -0.046  -0.0309  -0.0296
O  -0.075  -0.0174  0.0755
O  -0.1043  0.0149  0.7096
O  0.0082  -0.1836  0.1833
O  0.0061  0.0223  -0.0156
O  0.0222  0.0159  0.1459
O  0.0315  -0.0543  -0.0405
O  -0.1385  0.09  -0.2509
O  0.032  -0.0688  -0.3585
O  0.0425  -0.021  0.0978
O  -0.0277  0.017  -0.0847
O  -0.0083  -0.0055  -0.0805
O  0.0131  -0.0205  -0.019
O  -0.036  -0.006  0.0935
O  0.0273  -0.0351  -0.011
O  0.0069  -0.0518  0.1313
O  0.0148  -0.0503  0.0209
O  0.0224  0.0058  -0.0338
O  -0.0884  0.2686  0.6438
O  0.0368  -0.0404  -0.0318

The program warned: the cutoff lies below the one the program advises for these potential files; the exchange-correlation potential is rough where the density is thin.
